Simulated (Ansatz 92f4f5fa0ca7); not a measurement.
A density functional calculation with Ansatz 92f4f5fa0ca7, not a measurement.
Periodic cell of 244 atoms, Si164O80, from a study of silicon, its oxide and their interface. The atomic structure is a simulated model.
Doubt: the cutoff is far below the 930 eV that the study's wrapper takes by default for these files, so forces and energies are approximate.
This geometry differs little from another in the collection (a relaxation step or a small displacement).

Settings
functional: PBE
potential files: Ansatz PAW
basis: plane waves
wave-function cutoff: 580 eV
density cutoff ratio: 5
exchange-correlation grid ratio: 1
k mesh: 1 x 1 x 1, Gamma-centred
self-consistency stop: 5e-08 eV per atom in the density residual
occupations: fixed
spin: none
net charge: 0

Cell vectors (angstrom)
a  10.938  0  0
b  0  10.938  0
c  0  0  37.1888

Atoms and the computed forces on them: element, x, y, z (angstrom), force x, y, z (eV/angstrom)
Si  0  0  0.683  -0.0168  0.0083  0.0033
Si  5.469  0  0.683  -0.0106  0.0015  0.0256
Si  2.7345  2.7345  0.683  -0.0136  0.0203  -0.0361
Si  8.2035  2.7345  0.683  -0.0113  0.0031  -0.0343
Si  0  5.469  0.683  -0.0007  0.0558  -0.0003
Si  5.469  5.469  0.683  -0.0066  0.0044  0.0069
Si  2.7345  8.2035  0.683  0.0243  0.0697  -0.0294
Si  8.2035  8.2035  0.683  -0.0233  0.0057  -0.0377
Si  1.3673  1.3673  2.0503  0.0197  0.0806  -0.1015
Si  6.8362  1.3673  2.0503  0.0675  0.0585  -0.0504
Si  4.1018  4.1018  2.0503  -0.1172  -0.0228  -0.0278
Si  9.5708  4.1018  2.0503  -0.0583  -0.0827  -0.1056
Si  1.3673  6.8362  2.0503  0.0267  0.0393  -0.0185
Si  6.8362  6.8362  2.0503  -0.0092  0.1772  -0.1173
Si  4.1018  9.5708  2.0503  -0.0706  -0.0562  -0.0946
Si  9.5708  9.5708  2.0503  -0.1129  0.0037  -0.0341
Si  2.7345  0  35.1373  0.0554  0.0834  0.0398
Si  8.2035  0  35.1373  -0.0765  -0.0229  -0.1131
Si  0  2.7345  35.1373  0.0411  0.1124  -0.0864
Si  5.469  2.7345  35.1373  0.0947  -0.1417  0.1271
Si  2.7345  5.469  35.1373  0.0495  0.0106  -0.1122
Si  8.2035  5.469  35.1373  0.1509  -0.0609  0.1582
Si  0  8.2035  35.1373  0.0104  -0.033  0.0633
Si  5.469  8.2035  35.1373  0.1216  -0.0203  -0.1298
Si  4.1018  1.3673  36.5046  0.0778  -0.0759  0.0165
Si  9.5708  1.3673  36.5046  0.0033  -0.0207  -0.0244
Si  1.3673  4.1018  36.5046  0.0162  -0.0486  0.011
Si  6.8362  4.1018  36.5046  0.0174  -0.0248  0.0006
Si  4.1018  6.8362  36.5046  0.0068  -0.0363  -0.0092
Si  9.5708  6.8362  36.5046  -0.0031  -0.0081  0.0196
Si  1.3673  9.5708  36.5046  -0.022  -0.0148  -0.0134
Si  6.8362  9.5708  36.5046  -0.0289  0.0526  0.0058
Si  -0.5935  0.2801  26.8885  -0.0675  -0.0822  0.003
Si  5.6242  -0.4039  27.5211  -0.0401  -0.1509  -0.1916
Si  1.291  1.1859  28.1655  0.0972  0.0649  -0.0137
Si  8.6304  2.022  27.1098  0.1154  0.069  -0.0075
Si  0.9726  4.6016  25.5698  0.0362  -0.0286  0.0768
Si  5.2779  5.3549  27.008  -0.0341  0.1213  0.1263
Si  2.8476  7.1169  26.0228  0.0196  0.027  -0.0467
Si  7.2909  8.7916  27.187  -0.0795  0.149  0.0579
Si  2.8793  2.3901  26.8758  -0.0671  -0.0645  -0.0389
Si  6.9016  1.2452  28.5911  0.0099  -0.0341  -0.0531
Si  4.0369  3.9271  28.3517  -0.0831  0.0034  -0.0108
Si  9.7864  3.9442  28.0056  -0.0374  0.038  0.0472
Si  2.1959  7.5525  28.281  0.0631  0.0338  -0.0097
Si  6.7077  6.7979  28.308  -0.0461  -0.0227  -0.0086
Si  3.9237  9.3098  28.7158  0.0094  -0.0029  -0.0233
Si  9.3569  9.5741  28.2451  0.074  -0.075  0.0419
Si  2.678  0.0163  29.7449  -0.0662  0.0022  -0.0042
Si  8.284  -0.0563  29.9023  0.0351  -0.084  -0.0404
Si  0.1228  2.717  29.5895  -0.0528  -0.0115  0.0143
Si  5.5331  2.7423  29.729  -0.0687  0.0763  0.0558
Si  2.8022  5.5677  29.6021  0.1083  0.0019  0.0247
Si  8.3521  5.4491  29.4034  0.0282  -0.0249  -0.0128
Si  0.1147  8.2742  29.418  -0.0651  0.0525  0.0158
Si  5.5006  8.0926  29.9218  0.0753  -0.0121  -0.0761
Si  4.1189  1.3844  31.0524  0.035  -0.0153  -0.0124
Si  9.6787  1.4045  31.0663  0.0692  0.0561  0.0403
Si  1.416  4.168  30.9569  -0.0213  -0.0342  0.0203
Si  6.9663  4.1458  30.9547  0.0333  0.0545  0.0155
Si  4.1374  6.7305  31.1847  -0.0901  -0.0416  -0.0187
Si  9.6986  6.8224  30.8364  -0.0282  0.0216  -0.0075
Si  1.3149  9.5755  31.045  -0.0271  -0.0125  0.031
Si  6.8834  9.5249  31.1793  -0.0787  0.0384  -0.0187
Si  0.0304  0.0165  32.4557  -0.0034  -0.0261  0.0087
Si  5.4537  -0.0164  32.4384  0.0195  0  0.011
Si  2.7666  2.7889  32.3753  -0.0325  0.0114  0.0116
Si  8.2477  2.7485  32.3765  -0.0302  -0.0324  0.0273
Si  0.0039  5.4618  32.3423  0.0112  0.0144  0.0116
Si  5.577  5.4168  32.4465  -0.0029  -0.0628  0.0108
Si  2.702  8.1702  32.4011  0.0259  0.0425  0.0081
Si  8.3108  8.1339  32.3733  0.0814  -0.0523  0.0205
Si  1.405  1.403  33.7696  0.0097  0.0168  0.0065
Si  6.8466  1.3832  33.7546  -0.004  0.0022  0.0062
Si  4.135  4.0972  33.7809  0.012  0.041  0.0161
Si  9.5769  4.1161  33.7576  0.0131  -0.014  0.0105
Si  1.3445  6.8208  33.7648  -0.0131  -0.0329  0.0013
Si  6.89  6.8415  33.7755  -0.009  0.0329  0.0102
Si  4.0757  9.5504  33.7725  -0.0339  -0.0188  0.0087
Si  9.5809  9.5679  33.7739  0.0096  0.0066  0.0193
Si  2.7313  0.0027  3.4036  0.0057  -0.0019  -0.0105
Si  8.1994  0.0044  3.4174  0.0025  0.003  -0.0047
Si  0.0012  2.7397  3.4098  -0.0039  -0.0048  -0.0001
Si  5.4648  2.7362  3.409  -0.0095  0.0101  -0.0099
Si  2.7284  5.4712  3.4217  0.0018  -0.0049  0.0008
Si  8.1963  5.4729  3.3961  -0.0015  0.0074  -0.0117
Si  -0.0048  8.2079  3.4128  0.0066  0.001  -0.0124
Si  5.4554  8.2022  3.4121  0.0048  -0.0064  0.0018
Si  4.1002  1.3604  4.7637  0.0208  -0.0211  -0.0177
Si  9.5752  1.378  4.7705  0.0013  -0.0016  -0.0213
Si  1.3327  4.126  4.7856  0.0062  0.0168  -0.02
Si  6.7767  4.1697  4.7513  -0.0322  0.0161  -0.0188
Si  4.0982  6.8355  4.7882  0.0002  -0.0061  -0.0133
Si  9.5667  6.8209  4.7564  0.0138  -0.0059  -0.0246
Si  1.341  9.6089  4.7645  -0.016  0.0022  -0.0279
Si  6.7805  9.6102  4.7657  -0.026  0.0223  -0.0296
Si  0.0036  0.0295  6.1758  -0.0172  0.0035  -0.0208
Si  5.4287  0.0244  6.1985  0.0132  0.0107  0.0066
Si  2.7323  2.7418  6.0763  -0.002  0.0495  0.0437
Si  8.178  2.8119  6.0135  0.0484  -0.0318  0.0636
Si  -0.0261  5.4906  6.1901  0.0169  -0.0095  0.0269
Si  5.4262  5.4826  6.2214  0.0065  0.0357  -0.0305
Si  2.7151  8.2357  6.0795  0.0448  -0.0109  0.0536
Si  8.141  8.1871  6.0217  -0.0192  -0.0163  0.0372
Si  1.4203  1.4385  7.5152  -0.032  -0.033  0.0975
Si  6.8344  1.5311  7.4162  -0.0496  -0.047  0.0096
Si  4.0072  4.0704  7.5462  0.0051  -0.0189  0.0079
Si  9.4615  4.1094  7.4934  0.0272  0.0343  0.0385
Si  1.392  6.9074  7.4954  -0.0195  -0.0685  0.0196
Si  6.8241  6.9223  7.5162  -0.0263  -0.0252  0.043
Si  4.0137  9.5484  7.5442  0.0284  0.0156  0.0302
Si  9.4801  9.5206  7.3709  0.041  0.0448  0.0563
Si  2.7061  0.0173  8.965  -0.0115  -0.0016  0.0019
Si  8.1694  0.0609  8.6387  0.003  0.0114  -0.009
Si  -0.0386  2.7842  8.8316  0.002  -0.0167  -0.0507
Si  5.4546  2.7754  8.9238  -0.0032  -0.0315  0.037
Si  2.6513  5.4699  8.9313  -0.0372  -0.0003  -0.0518
Si  8.1345  5.5261  8.9068  0.0304  0.0287  0.0216
Si  -0.0814  8.2266  8.7926  -0.0075  0.0127  0.0325
Si  5.4013  8.2048  8.9416  -0.034  -0.0542  0.0004
Si  4.5979  0.9075  10.1621  0.0907  0.0044  -0.0936
Si  10.0065  0.877  9.9103  0.034  -0.0906  0.0267
Si  0.7029  4.678  10.1001  -0.0809  0.1283  0.0324
Si  6.3256  4.6346  10.1863  -0.0585  0.0261  -0.0112
Si  4.4535  6.3392  10.203  0.1551  0.0273  -0.0372
Si  9.9689  6.4685  10.1394  0.0407  -0.1208  -0.0975
Si  0.7698  10.0186  10.0642  -0.0578  0.0692  -0.0883
Si  6.4089  10.1299  9.9385  -0.0339  0.0626  0.0407
O  7.2552  -1.0455  11.3574  -0.0141  -0.0105  -0.0319
O  4.3382  1.3298  11.7609  -0.0445  0.0001  0.0771
O  -1.3609  1.2481  11.4531  0.0228  -0.0235  -0.0169
O  0.8332  9.4563  11.6399  -0.0033  -0.0001  0.0697
O  9.7895  17.7682  11.7538  -0.0156  0.0258  0.0773
O  3.9136  6.6035  11.7917  -0.0116  0.0094  0.1069
O  6.8589  4.2827  11.7327  0.001  0.0038  0.0392
O  0.7268  4.5412  11.7545  0.0244  -0.062  -0.0169
O  8.0294  2.3993  25.613  -0.0338  -0.0208  0.0199
O  5.511  1.9555  24.9136  0.0057  -0.0543  0.0424
O  1.7198  6.0668  25.3937  -0.0127  -0.0136  0.008
O  -3.0357  6.5364  24.1914  -0.0081  0.0074  -0.0137
O  7.068  8.616  25.5455  0.084  -0.0259  0.0695
O  3.1702  -2.4275  25.1484  -0.013  0.0217  0.0134
O  4.2974  6.3123  26.0625  0.0413  -0.068  0.0561
O  6.2042  4.3234  26.1193  0.0312  -0.0382  -0.0563
Si  9.8217  4.917  17.7121  0.0052  -0.0094  -0.0077
Si  4.5527  11.9541  15.4747  0.0172  -0.0004  0.001
Si  3.9362  -1.1421  24.38  0.0256  -0.0661  0.1408
Si  3.1732  12.3357  12.9017  0.0322  -0.0002  -0.0612
Si  15.8915  6.8947  13.0268  -0.0014  -0.018  -0.0888
Si  12.4698  10.2842  22.7449  0.0197  -0.0147  0.0368
Si  4.5761  11.7508  25.7696  -0.0123  0.1572  -0.0235
Si  12.0306  -0.8812  13.1401  -0.0019  -0.0215  -0.0104
Si  -1.7632  7.0325  13.253  -0.0133  -0.0075  -0.0521
Si  15.9868  -0.0824  19.949  0.0106  -0.0179  0.0103
Si  8.6557  7.4293  18.7308  -0.026  -0.0112  -0.0027
Si  -0.8152  11.891  22.3785  -0.0009  0.0201  0.0133
Si  8.0925  13.3062  17.6206  0.008  -0.0056  -0.0285
Si  7.7402  5.2667  23.1645  0.0245  -0.0069  -0.0187
Si  6.1805  9.247  22.2263  -0.0367  -0.012  0.0417
Si  15.9201  2.247  18.1797  -0.0072  -0.0233  -0.0286
Si  0.587  3.7207  19.8999  -0.0108  0.0066  0.0238
Si  12.1285  5.0006  15.7716  -0.0035  0.0166  -0.0023
Si  4.1324  6.8599  19.2354  0.0118  0.0176  0.0022
Si  10.2829  10.0864  24.7218  0.0401  -0.0056  0.0841
Si  13.4258  9.0147  20.2067  -0.0138  -0.002  0.0179
Si  6.5719  -4.3553  20.7217  0.0119  -0.0008  0.0398
Si  8.0286  8.1619  24.3196  -0.0511  0.0324  0.0075
Si  -1.1132  1.3006  13.0445  -0.0169  -0.0015  -0.0394
Si  6.6582  3.1208  25.1051  -0.0478  -0.0147  0.0267
Si  7.0321  8.9765  12.6593  -0.0057  -0.0144  -0.0546
Si  11.8662  3.5382  13.0087  0.0101  0.028  -0.0674
Si  11.0838  9.1673  18.2369  0.003  -0.0062  -0.0254
Si  6.9346  4.7617  13.2974  0.0062  0.0179  -0.0513
Si  10.4537  3.989  22.7289  -0.0265  0.0089  0.0242
Si  11.4431  18.8193  15.3074  0.0046  0.0036  -0.0133
Si  7.4902  1.9858  14.7861  -0.0085  0.0062  -0.0152
Si  2.9215  15.3103  18.199  -0.0199  -0.0013  -0.0141
Si  16.0591  9.2077  14.8635  0.021  -0.0078  -0.0338
Si  16.933  8.8652  17.7876  0.0037  -0.0138  -0.0198
Si  9.9855  11.841  19.4341  -0.0037  0.0092  0.0149
O  19.5566  12.1532  18.6242  -0.0052  -0.0018  0.0104
O  16.9712  -2.0286  16.1684  -0.0054  -0.0034  0.0247
O  6.1443  12.1212  15.1968  -0.0054  0.0001  0.0077
O  9.5602  11.3416  20.9401  0.0002  -0.0026  -0.006
O  9.2211  5.0289  22.537  0.0077  -0.0285  0.0287
O  3.0474  -0.3941  23.217  0.0064  0.0134  0.0102
O  8.4413  8.4976  13.2917  -0.0155  0.0198  0.0043
O  -1.8406  6.3629  17.5851  -0.0047  -0.0003  0.004
O  11.723  -1.2633  24.0625  -0.0623  -0.0001  -0.0071
O  2.4987  10.8651  13.0333  -0.014  -0.0004  0.0084
O  15.8209  1.5103  19.6348  -0.0007  0.0043  0.0071
O  -0.1279  26.4984  26.8192  0.009  -0.0229  -0.0219
O  13.0601  14.5516  19.3971  0.0051  -0.0049  0.0022
O  16.3234  5.9706  19.7899  0.0015  0.0044  0.0098
O  8.0526  6.6491  20.033  -0.0083  0.0019  -0.0008
O  23.5106  8.8641  18.8238  -0.0007  0.0017  0.0091
O  10.8513  13.2071  19.6133  0.0002  -0.0077  -0.0028
O  3.758  1.8807  14.3451  -0.0105  0.0117  0.007
O  6.6725  5.6473  22.0172  -0.0048  0.0087  -0.0011
O  2.0805  3.4074  25.8037  -0.0276  0.0313  0.0214
O  5.7737  10.2636  18.5965  -0.0002  0.0002  0.0123
O  10.7976  0.102  13.5741  0.0222  -0.0116  0.0006
O  10.8061  10.7535  18.5375  -0.0024  -0.0024  0.0067
O  12.3443  4.4212  14.2744  -0.0019  -0.0033  0.0018
O  12.422  9.2606  21.4729  0.0086  -0.0032  -0.0139
O  13.1833  15.1559  16.7309  0.0007  -0.0025  0.0089
O  -5.4165  5.5128  13.6888  -0.0015  0.0004  0.0091
O  6.5064  13.3798  17.744  -0.0042  0.0089  0.0209
O  -1.1543  2.5058  22.6532  0.0123  0.0246  0.0061
O  8.4821  12.989  16.0774  -0.0011  -0.002  0.0165
O  0.5544  4.1381  21.4772  -0.0057  -0.0122  -0.0187
O  5.137  9.1334  23.4731  0.031  -0.0057  -0.0576
O  15.34  14.6847  18.2249  0.0014  -0.001  0.0114
O  15.031  -0.5506  15.2932  0.0045  -0.0057  0.0037
O  6.2128  7.6156  12.2453  0.0108  0.0222  0.024
O  3.0353  5.956  18.4816  0.0029  0.0047  0.0125
O  12.9878  2.4828  12.4712  -0.0483  0.0158  0.0285
O  9.4988  11.0442  23.6287  0.0027  -0.0079  -0.0132
O  10.8169  4.9028  19.012  -0.0038  -0.0049  0.005
O  9.5245  -2.3124  24.793  -0.0012  0.0302  -0.0356
O  8.3388  1.1591  13.6794  -0.0005  -0.0025  0.0091
O  9.9635  8.3264  19.0875  0.0024  0.0027  0.0137
O  7.0962  3.4724  14.258  0.0033  -0.0284  0.022
O  8.1867  5.7745  13.5733  -0.0035  -0.004  0.0056
O  21.4341  2.7466  13.4228  0.033  0.0129  -0.0036
O  6.1219  -1.1442  13.7156  -0.03  -0.0236  0.0604
O  7.634  8.973  22.9423  0.0195  -0.0226  0.0133
O  10.237  7.147  14.4776  0.0069  -0.0044  0.0142
O  11.0211  8.7585  16.6424  -0.0017  0.0031  0.0219
O  8.6852  3.8155  18.0081  -0.0014  0.0019  0.0068
O  3.5444  10.2511  20.1164  -0.0014  0.0064  0.001
O  12.1928  8.8848  14.2569  -0.0156  0.0139  -0.0063
O  12.3878  6.6248  15.7832  -0.0013  0.0009  0.0029
O  10.6273  4.6419  16.3246  -0.004  -0.0035  0.0132
O  5.9362  10.6076  21.3263  -0.006  0.0053  -0.0117
O  11.1767  4.2665  24.1554  -0.0487  -0.0191  -0.06
O  3.3215  7.6318  20.4286  -0.0063  -0.003  0.0042
O  15.6806  7.904  18.1527  0.0059  -0.0059  -0.004
O  15.1132  12.3826  16.9949  -0.0017  0.0119  0.0213
O  7.0933  3.8969  23.7505  0.0091  0.0205  -0.0141
O  6.0388  8.0761  21.1043  -0.0073  -0.021  -0.0116
O  11.7575  11.7002  22.3555  -0.01  -0.0038  0.0004
O  4.3911  7.8756  14.2193  0.0111  0.0213  0.0097
O  7.4799  8.37  18.1673  -0.0224  0.0082  -0.0046

Results
free energy: -149752.626 eV
free energy less fixed offsets of O -568.88, Si -635.61 eV per atom: -2.186 eV

The program warned: the cutoff lies below the one the program advises for these potential files; the exchange-correlation potential is rough where the density is thin.
